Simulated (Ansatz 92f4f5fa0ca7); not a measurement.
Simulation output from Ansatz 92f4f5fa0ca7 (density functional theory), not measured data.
Periodic cell of 220 atoms, Si132O88, from a study of silicon, its oxide and their interface. The atomic structure is a simulated model.

Settings: functional r2SCAN; potential files Ansatz PAW; basis plane waves; wave-function cutoff 800 eV; density cutoff ratio 5; exchange-correlation grid ratio 1; k mesh 1 x 1 x 1, shifted by 0.5 0.5 0 of a step; self-consistency stop 1e-10 eV per atom in the density residual; occupations fixed; spin none; net charge 0.

Cell vectors (angstrom)
a 10.888 0 0
b 0 10.888 0
c 0 0 31.6284

Atoms: element, x, y, z (angstrom)
Si 0.0748 -0.2614 0.2882
Si 2.1814 2.2313 -0.376
Si -0.2385 5.8511 -0.2903
Si -1.0258 7.5006 -1.984
Si 4.1829 -1.3836 1.4541
Si 7.8482 3.159 0.2828
Si 6.103 4.8032 0.0513
Si 6.8027 6.7242 1.2835
Si 1.2778 1.2741 1.5126
Si 4.1945 4.0463 1.2281
Si 2.726 5.4369 2.5463
Si 5.3742 10.4266 -0.2669
Si 6.7454 1.5324 1.4603
Si 9.5737 4.3147 1.2284
Si 7.8069 8.4054 0.0046
Si 9.3678 9.44 1.4308
Si -0.0366 2.8335 2.6433
Si 2.7358 -0.0456 2.7684
Si -0.1034 8.1263 2.779
Si 1.1489 6.757 1.3347
Si 5.3244 2.7223 2.8404
Si 8.0837 0.0331 2.713
Si 5.4947 8.0907 2.7531
Si 8.1971 5.4904 2.731
Si 1.3862 4.108 4.0082
Si 4.0416 1.3137 4.1726
Si 1.3192 9.5062 4.0837
Si 4.0446 6.7741 4.0363
Si 6.797 4.1016 4.0714
Si 9.4923 1.4281 4.0204
Si 6.8094 9.5096 4.1006
Si 9.4976 6.7911 4.1741
Si -0.0253 0.0432 5.4072
Si 2.6854 2.7378 5.4361
Si 0.0302 5.4244 5.4418
Si 2.6979 8.1471 5.4304
Si 5.4435 -0.0408 5.4766
Si 8.1497 2.727 5.4419
Si 5.4236 5.4463 5.4335
Si 8.151 8.1784 5.4846
Si 1.3368 1.3945 6.7953
Si 4.0819 4.0627 6.7941
Si 1.3617 6.7935 6.8158
Si 4.0762 9.4969 6.8171
Si 6.8075 1.3462 6.81
Si 9.5383 4.0722 6.8006
Si 6.7871 6.8074 6.8139
Si 9.5175 9.5498 6.7928
Si 0.0096 2.7456 8.1947
Si 2.7454 0.0526 8.1274
Si -0.0335 8.1622 8.1451
Si 2.7482 5.438 8.1579
Si 5.4557 2.7135 8.1671
Si 8.1638 -0.0101 8.179
Si 5.4445 8.1434 8.1948
Si 8.1775 5.4437 8.1594
Si 1.3929 4.1227 9.5525
Si 4.1167 1.3762 9.5652
Si 1.3573 9.5646 9.4027
Si 4.1212 6.7474 9.5478
Si 6.805 4.0957 9.5229
Si 9.5252 1.3666 9.5106
Si 6.8144 9.5007 9.5529
Si 9.5249 6.7825 9.5644
Si 0.0496 0.0212 10.8063
Si 2.8047 2.823 10.9126
Si 0.055 5.4719 10.9642
Si 2.6942 8.1884 10.7045
Si 5.4629 -0.0387 10.9311
Si 8.1709 2.7296 10.857
Si 5.4804 5.3982 10.9859
Si 8.1341 8.1097 10.9354
Si 1.4274 1.4099 12.1282
Si 4.1092 4.1229 12.4572
Si 3.0879 5.974 13.6925
Si 4.9551 7.8091 13.6503
Si 6.8487 1.3692 12.2422
Si 9.549 4.0362 12.2455
Si 6.7719 6.7768 12.409
Si 9.6295 9.4796 12.1156
Si 0.0782 2.67 13.5676
Si 2.7052 -0.0202 13.453
Si 1.0233 10.1292 14.927
Si 1.4791 6.9358 12.2267
Si 4.4079 0.714 14.8697
Si 8.9103 2.434 17.0431
Si 4.0133 9.4066 12.1549
Si 11.0057 8.2977 13.6234
Si 1.1779 5.2031 15.0588
Si 6.8905 3.923 15.0364
Si -0.8645 6.5428 14.7811
Si 0.2332 4.5978 17.8126
Si 5.4639 2.5777 13.7415
Si 8.3325 -0.0291 13.4328
Si 5.8745 9.6825 14.9405
Si 8.2529 5.3701 13.6828
Si -3.6194 -2.958 19.7125
Si 10.0741 1.3019 27.1719
Si -8.8377 8.196 31.4418
Si 6.6824 -7.3574 21.9392
Si 5.4983 5.4494 28.638
Si 24.7367 10.5534 17.3405
Si 11.0202 -8.905 24.6007
Si 10.0738 11.7267 14.7811
Si 9.2785 -9.6328 19.6982
Si 5.0917 0.7825 26.8415
Si -0.7804 -11.8022 23.8427
Si -9.7028 -1.8127 21.8887
Si 7.8924 8.5207 25.5893
Si -16.1496 -5.6679 19.9139
Si 9.3187 9.5053 21.051
Si 15.1238 5.1009 22.4238
Si -14.3113 -5.3126 26.4281
Si 8.9568 -4.3024 17.6543
Si 11.6661 -1.3418 28.0093
Si -1.7403 -9.6357 29.7938
Si 3.0698 -3.273 23.5955
Si 0.9073 4.5266 29.796
Si -16.5841 -1.0794 24.4071
Si 16.2805 8.7318 17.6369
Si -5.7457 3.7386 26.216
Si -7.5847 11.0063 29.1403
Si 2.7167 0.6094 20.3879
Si 16.9314 5.7029 17.1629
Si -5.8826 1.0305 22.3312
Si -3.0824 -0.2991 27.6582
Si 1.4163 -14.6323 26.2447
Si 13.7724 -4.3674 28.944
Si -7.7737 2.9668 23.9489
Si -12.2693 -7.8488 22.089
Si 11.6828 13.7461 20.1109
Si 10.1659 5.421 27.3847
O -7.8874 4.1295 -8.8094
O -15.3096 -6.9561 -11.2408
O -3.0556 -3.9776 -6.0289
O -12.6246 -11.2325 -11.8149
O -7.3451 8.4288 0.3655
O -6.9139 1.75 -8.2832
O 1.2412 9.6055 -0.2668
O -0.1928 2.3677 -5.4902
O 5.918 1.0238 0.1012
O 2.1041 -8.79 -10.9626
O -2.8644 -2.3572 -10.6286
O 9.2869 -11.4945 -9.1534
O 4.7469 4.3828 -3.9689
O 19.1211 2.3378 -1.0913
O 22.8064 3.079 -1.1419
O -0.7976 3.5357 17.1475
O -4.1001 5.9998 27.8456
O 14.7481 -12.5483 17.6388
O 7.653 5.6452 17.4049
O -1.9749 1.8497 21.1551
O 1.2814 -5.7648 16.6938
O -4.3146 -4.3607 20.0901
O 6.3896 15.5173 25.6581
O 6.206 -1.3012 16.5405
O 12.5323 -11.701 16.4831
O 10.1641 -5.1045 18.3739
O 28.2999 -12.7209 24.915
O 7.6934 13.9197 16.1549
O 17.1806 1.9753 22.1005
O 3.7955 0.746 16.4319
O -16.1167 -19.5462 26.4321
O 5.4726 7.2034 17.1095
O 8.849 4.7625 26.71
O -0.2561 11.3081 24.5574
O 10.0391 -8.1965 23.556
O 3.8517 -7.2395 25.2376
O 15.1296 0.6675 20.9402
O 6.0984 -2.0145 19.087
O 17.1274 10.8748 27.6191
O 10.7625 8.7279 20.9656
O 12.5498 13.2661 24.3135
O -12.1614 6.6192 28.3221
O 0.6022 -1.6087 23.387
O 33.7904 3.9675 18.9924
O 24.4102 0.3002 18.7932
O 3.9357 -2.0381 24.1332
O 5.6446 4.4024 22.8264
O -8.4738 -16.7143 29.4701
O -15.9776 -5.9738 15.7827
O 25.8999 28.2281 23.263
O 2.3 -2.9531 22.1833
O -2.4846 -8.9789 18.4961
O -2.5836 -10.888 29.1714
O -10.7435 0.0433 27.5005
O 0.8954 -13.1639 26.6871
O -11.0516 -2.0917 29.1209
O 9.5279 22.9208 16.2973
O -8.6502 -11.872 28.6247
O 5.255 -5.9067 18.3675
O -15.1291 20.3354 31.2065
O -1.6928 -1.8558 24.7727
O -12.2674 7.1324 16.2427
O -2.6948 3.9458 22.3515
O 4.5417 -0.5302 29.9653
O -6.4051 -4.2299 28.9948
O -2.4607 -2.9009 30.189
O 2.0801 -3.7447 24.7844
O -6.2092 -0.0436 25.5312
O -0.0969 14.4841 21.2589
O 8.4389 -3.1094 18.5934
O -20.7652 -18.1114 14.5107
O 32.0682 0.5977 30.7124
O -8.4318 -4.1684 27.4089
O -1.0645 2.0539 28.5711
O 1.8843 10.3849 21.2318
O 10.8143 1.6746 19.4104
O -10.6726 6.0548 26.2263
O -3.5415 -1.054 14.2718
O -2.8513 -1.8067 27.1143
O 3.4159 3.1843 31.6939
O 11.0178 4.4622 28.3655
O -7.053 -9.9732 27.8389
O 4.2929 5.3764 20.8223
O -5.3456 -0.3154 23.0306
O 24.4055 12.0406 30.1565
O 2.1814 7.5704 29.949
O 5.9172 4.8143 30.0505
O -2.2541 0.7118 26.6783

Results
free energy: -134620.673 eV
free energy less fixed offsets of O -570.45, Si -639.56 eV per atom: 0.847 eV

Forces (eV/angstrom), in the order of the atoms: element, x, y, z
Si 0.051 0.0081 0.0825
Si 0.0138 -0.0034 0.1332
Si 0.0424 -0.0589 -0.075
Si -0.0785 0.0982 0.047
Si -0.0119 0.0359 0.1212
Si 0.0582 0.0418 0.049
Si 0.0005 -0.0384 0.1276
Si -0.0155 -0.0646 0.0086
Si 0.0008 -0.0277 -0.0034
Si 0.03 0.1007 0.0734
Si 0.0109 0.0011 -0.0078
Si 0.1129 0.1618 0.0498
Si 0.0069 -0.0454 0.0973
Si -0.1085 -0.0302 0.0818
Si 0.0224 -0.0285 0.1767
Si -0.0219 0.0318 0.0908
Si 0.0281 -0.0144 0.0156
Si -0.0337 -0.0293 0.0033
Si -0.0282 -0.0244 -0.0207
Si 0.0555 0.0454 0.1147
Si 0.0166 0.0459 0.0236
Si 0.0803 -0.0362 0.0088
Si -0.0529 0.0404 0.0427
Si -0.0499 0.0137 0.0325
Si 0.0528 0.0315 0.019
Si 0.0052 -0.0391 -0.0118
Si 0 0.0125 0.0207
Si -0.021 -0.0099 0.0203
Si -0.005 0.0036 0.0633
Si -0.0742 0.0173 0.0008
Si -0.0208 -0.0386 0.0073
Si 0.0167 0.0109 0.018
Si -0.025 -0.0308 -0.0162
Si -0.0069 0.0129 -0.0311
Si -0.044 -0.0462 0.0006
Si 0.0049 -0.0094 0.0388
Si 0.0198 0.0174 -0.0129
Si -0.0049 0.0396 0.0071
Si 0.0148 -0.0042 -0.0226
Si -0.0311 -0.0014 -0.0263
Si -0.0093 0.0284 0.0086
Si 0.0192 -0.0325 0.008
Si 0.0078 -0.0001 -0.0105
Si 0.0094 0.0023 0.0052
Si -0.0096 -0.0251 0.0081
Si 0.0185 0.0346 0.0325
Si 0.0258 -0.0018 0.0015
Si -0.0047 0.0057 -0.0013
Si -0.0106 -0.0011 -0.0216
Si -0.0053 -0.0189 0.0279
Si 0.0075 0.0152 0.0163
Si -0.0177 0.0128 0.0022
Si 0.0058 0.0208 0.009
Si 0.0095 0.0001 -0.0125
Si -0.016 -0.007 -0.0091
Si -0.0107 -0.0115 0.0118
Si -0.031 -0.0209 -0.0016
Si 0.0263 -0.0429 0.0109
Si -0.0392 0.0393 0.0096
Si -0.0025 0.0076 0.011
Si 0.0327 -0.0368 0.0393
Si 0.0034 -0.0082 -0.0218
Si 0.001 0.0285 -0.0078
Si 0.0441 -0.0218 0.012
Si 0.0064 0.0102 -0.0493
Si -0.0799 0.0334 -0.0102
Si -0.038 0.025 -0.0796
Si 0.0827 -0.0611 -0.001
Si -0.051 0.001 -0.0527
Si 0.0344 -0.0104 -0.0059
Si 0.0128 0 -0.0434
Si -0.009 0.0298 0.0071
Si 0.0107 -0.0329 -0.0507
Si -0.0035 0.0294 0.0237
Si 0.0552 0.0048 -0.1169
Si -0.0712 -0.0548 -0.1339
Si -0.0362 -0.0298 -0.0171
Si 0.0143 0.0668 -0.0338
Si 0.004 0.0004 0.0508
Si 0.0082 0.0353 -0.0191
Si -0.0812 0.012 -0.0579
Si -0.0316 0.0503 -0.0143
Si -0.039 0.0554 0.0127
Si -0.067 -0.0904 0.0152
Si -0.0256 -0.0165 -0.0929
Si -0.0487 -0.0345 -0.2186
Si 0.0911 0.0563 0.0179
Si -0.0426 -0.0262 -0.0846
Si -0.0028 0.091 -0.1139
Si -0.0213 -0.0031 -0.2486
Si 0.0584 0.0423 -0.1749
Si -0.0066 0.0663 -0.1896
Si 0.0044 -0.0054 0.0395
Si -0.0602 0.039 -0.0518
Si 0.0079 0.0169 -0.111
Si 0.0231 -0.0239 0.007
Si -0.0265 0.0005 -0.1473
Si -0.0503 -0.0604 0.2017
Si 0.0638 0.0296 0.1541
Si -0.008 0.0553 -0.0374
Si -0.0191 0.0417 0.1304
Si -0.0092 -0.009 -0.3236
Si -0.0365 0.005 0.1611
Si 0.1209 -0.048 -0.1277
Si -0.008 -0.0024 -0.1007
Si 0.0501 -0.0016 0.1741
Si -0.0329 -0.0183 0.0892
Si -0.0427 -0.0058 0.0005
Si 0.0161 0.0059 0.1815
Si 0.0144 0.0559 -0.1696
Si -0.0437 -0.0315 -0.0528
Si 0.0186 0.0202 -0.0415
Si 0.0024 -0.0223 0.1454
Si -0.0138 -0.0091 -0.1418
Si -0.0119 0.0147 0.1126
Si -0.0023 -0.0376 0.1051
Si -0.0667 -0.0246 0.0944
Si -0.003 0.0704 0.0553
Si 0.04 0.0195 0.1261
Si 0.0414 -0.0107 -0.1608
Si 0.0228 0.0167 0.1852
Si -0.0242 0.0004 0.214
Si -0.0011 -0.0101 -0.1451
Si -0.0124 0.0066 -0.166
Si -0.0255 -0.0033 0.0076
Si 0.0652 0.0674 0.1291
Si -0.0258 -0.0006 0.2285
Si -0.0965 0.0039 0.175
Si 0.0094 0.0438 0.0975
Si -0.0089 -0.0317 0.0017
Si -0.048 -0.0016 -0.1155
Si 0.0441 -0.0069 0.1953
O -0.0176 -0.0161 -0.0258
O 0.0205 -0.0578 0.0452
O 0.0071 0.0223 -0.076
O -0.0021 -0.0204 0.0259
O -0.0032 -0.0713 -0.083
O -0.0013 -0.0243 -0.0162
O -0.0021 -0.0354 -0.0596
O 0.0395 0.0324 -0.1093
O -0.0314 -0.1153 -0.1064
O 0.0247 0.0068 0.0542
O 0.0299 0.0304 0.0653
O -0.0103 0.0214 -0.013
O -0.014 -0.0516 -0.0792
O -0.026 0.0274 -0.063
O -0.0676 0.0877 -0.0612
O 0.0301 0.0149 0.0404
O 0.0365 0.0136 -0.0691
O -0.0212 -0.0187 0.0557
O 0.02 -0.0128 0.0694
O -0.0412 0.0009 0.0518
O -0.0251 -0.0327 0.1147
O 0.0107 -0.024 0.0493
O -0.0182 -0.0176 -0.0826
O -0.0048 0.0285 0.0595
O 0.1085 0.0476 0.191
O 0.0266 -0.0257 0.1155
O -0.0533 0.0122 -0.0699
O 0.0589 -0.0783 0.1327
O 0.0111 -0.0456 0.0023
O -0.0142 -0.0524 0.1055
O 0.0146 0.0032 -0.0515
O -0.0261 -0.0015 0.0398
O -0.0171 -0.0061 -0.0563
O 0.0055 -0.0252 -0.0338
O -0.0038 0.0165 -0.0361
O -0.0591 -0.0122 -0.0866
O 0.0363 0.0072 0.0173
O 0.022 0.018 0.1186
O -0.0733 0.008 -0.0625
O 0.0288 -0.0158 -0.0007
O 0.0507 -0.0015 -0.0522
O 0.0179 -0.0007 -0.0283
O 0.0392 -0.0111 0.0052
O 0.0532 -0.0423 0.1162
O -0.031 0.0473 0.1715
O -0.0031 0.003 -0.027
O 0.0092 -0.0088 0.0359
O 0.0478 -0.0199 -0.0358
O -0.0409 0.0261 0.1164
O 0.0188 0.0134 0.0052
O -0.0018 0.0064 -0.032
O -0.035 -0.0056 0.1247
O -0.0193 -0.0294 -0.0484
O 0.0196 0.0144 -0.0574
O 0.0093 -0.0214 -0.0824
O -0.005 -0.0349 -0.0252
O -0.0227 -0.0219 0.1681
O 0.0134 -0.0045 -0.055
O -0.0283 -0.0279 0.141
O 0.0107 -0.0053 -0.0784
O 0.0318 0.0116 -0.0508
O -0.0207 -0.0241 0.1007
O 0.0165 0.0073 0.0016
O -0.0275 -0.0261 -0.0609
O 0.0743 -0.0102 -0.0482
O 0.0298 -0.0184 -0.0898
O 0.0475 0.0074 -0.1284
O -0.0263 -0.0382 -0.1159
O 0.009 0.0386 0.0264
O -0.004 0.0349 0.0758
O 0.1079 -0.0156 -0.055
O -0.0863 0.0518 -0.0834
O -0.0032 0.0208 -0.1251
O 0.0021 0.0218 -0.0588
O -0.0023 0.0091 0.0251
O 0.0262 0.0005 0.0273
O 0.0063 -0.003 -0.079
O -0.0009 -0.0981 0.0282
O 0.0012 -0.082 -0.0873
O -0.0382 0.0032 -0.0271
O -0.0406 -0.0462 -0.1535
O 0.0283 0.04 -0.0927
O -0.0554 -0.0089 0.0421
O 0.0147 0.0105 -0.0485
O 0.0417 -0.0285 -0.0935
O 0.0637 -0.0247 -0.1561
O 0.0092 -0.0124 -0.1119
O -0.0273 0.0191 -0.0865

The program warned: the cutoff lies below the one the program advises for these potential files; the forces do not sum to zero within the program's tolerance; empty levels may hold ghost states of the PAW files; the exchange-correlation potential is rough where the density is thin.
